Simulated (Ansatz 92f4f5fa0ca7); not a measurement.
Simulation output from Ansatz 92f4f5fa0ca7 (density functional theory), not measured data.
Periodic cell of 406 atoms, Si266O140, from a study of silicon, its oxide and their interface. The atomic structure is a simulated model.
Doubt: the cutoff is far below the 930 eV that the study's wrapper takes by default for these files, so forces and energies are approximate.
This geometry differs little from another in the collection (a relaxation step or a small displacement).

Settings: functional PBE; potential files Ansatz PAW; basis plane waves; wave-function cutoff 580 eV; density cutoff ratio 5; exchange-correlation grid ratio 1; k mesh 1 x 1 x 1, Gamma-centred; self-consistency stop 5e-08 eV per atom in the density residual; occupations fixed; spin none; net charge 0.

Cell vectors (angstrom)
a 15.4687 0 0
b 0 12.8259 0
c 0 0 35.8595

Atoms and the computed forces on them: element, x, y, z (angstrom), force x, y, z (eV/angstrom)
Si 0.019 1.1737 33.186 -0.001 -0.0011 -0.0294
Si 3.883 1.1747 33.1804 0.0078 -0.01 -0.0229
Si 7.7349 1.1751 33.1911 -0.0059 -0.0096 -0.027
Si 11.6485 1.1748 33.1947 0.0099 -0.0011 -0.0265
Si 1.9502 7.5809 33.1871 0.0056 0.0023 -0.0216
Si 5.7998 7.5843 33.1774 -0.0074 -0.0005 -0.0051
Si 9.6979 7.585 33.1776 0.0072 0.0038 -0.0128
Si 13.5615 7.5829 33.1741 0.0026 0.0152 -0.0123
Si 1.9336 5.247 33.5926 0.0912 0.0273 0.0264
Si 5.8008 5.247 33.5926 0.0855 0.0616 -0.1078
Si 9.6679 5.247 33.5926 0.0522 0.1452 0.0437
Si 13.5351 5.247 33.5926 0.086 0.0839 -0.0072
Si 0 11.6599 33.5926 0.1516 0.1169 0.0065
Si 3.8672 11.6599 33.5926 -0.0333 0.0894 0.0355
Si 7.7343 11.6599 33.5926 0.1815 0.0831 0.0061
Si 11.6015 11.6599 33.5926 0.0535 0.0475 -0.2194
Si 0 4.664 34.8293 -0.0234 -0.0033 -0.0097
Si 3.8672 4.664 34.8293 -0.0521 0.0061 -0.0179
Si 7.7343 4.664 34.8293 -0.0267 0.0289 -0.0128
Si 11.6015 4.664 34.8293 -0.0416 0.0044 -0.0228
Si 1.9336 11.0769 34.8293 -0.0108 0.0368 0.0325
Si 5.8008 11.0769 34.8293 -0.0047 -0.0357 -0.044
Si 9.6679 11.0769 34.8293 -0.0477 0.0387 0.0009
Si 13.5351 11.0769 34.8293 -0.0393 -0.0541 -0.0543
Si 0 2.332 35.2415 0.0132 0.0294 0.0712
Si 3.8672 2.332 35.2415 0.0329 -0.0063 0.0214
Si 7.7343 2.332 35.2415 -0.0705 0.0205 0.1065
Si 11.6015 2.332 35.2415 0.1558 0.0425 0.1392
Si 1.9336 8.745 35.2415 0.0454 0.0288 0.0628
Si 5.8008 8.745 35.2415 -0.0388 0.0145 0.0052
Si 9.6679 8.745 35.2415 0.0747 0.0166 -0.001
Si 13.5351 8.745 35.2415 0.0419 0.0074 -0.0149
Si 1.9336 1.749 0.6188 0.0279 -0.0008 -0.0049
Si 5.8008 1.749 0.6188 -0.0163 0.0617 0.0112
Si 9.6679 1.749 0.6188 -0.0314 -0.0407 -0.0306
Si 13.5351 1.749 0.6188 -0.0192 0.0482 0.0327
Si 0 8.162 0.6188 -0.0215 -0.0189 -0.0039
Si 3.8672 8.162 0.6188 0.0005 -0.0062 0.0069
Si 7.7343 8.162 0.6188 -0.0225 -0.0339 -0.0359
Si 11.6015 8.162 0.6188 -0.0417 -0.0075 -0.0067
Si 0 5.83 1.031 0.0234 0.0032 0.0112
Si 3.8672 5.83 1.031 0.0455 -0.0311 -0.0271
Si 7.7343 5.83 1.031 0.0209 0.0059 0.0203
Si 11.6015 5.83 1.031 0.0335 -0.0088 -0.0054
Si 1.9336 12.2429 1.031 0.0052 0.0357 0.0479
Si 5.8008 12.2429 1.031 -0.0056 0.026 0.0083
Si 9.6679 12.2429 1.031 0.0414 0.0063 0.0277
Si 13.5351 12.2429 1.031 0.0313 0.0438 0.0295
Si 1.9336 5.247 2.2678 -0.0015 -0.0412 -0.0602
Si 5.8008 5.247 2.2678 -0.1312 -0.0387 -0.138
Si 9.6679 5.247 2.2678 -0.0588 -0.0168 -0.0266
Si 13.5351 5.247 2.2678 -0.0875 -0.0589 -0.1569
Si 0 11.6599 2.2678 -0.08 0.0077 0.0402
Si 3.8672 11.6599 2.2678 0.1217 0.0182 0.0874
Si 7.7343 11.6599 2.2678 0.0009 0.0492 0.2103
Si 11.6015 11.6599 2.2678 -0.1066 0.0546 0.2133
Si 1.9336 2.915 2.68 -0.024 -0.0142 0.0141
Si 5.8008 2.915 2.68 0.0081 -0.1205 -0.0681
Si 9.6679 2.915 2.68 0.0309 0.0477 0.069
Si 13.5351 2.915 2.68 0.0248 -0.0806 -0.0251
Si 0 9.328 2.68 0.0284 0.0233 0.0447
Si 3.8672 9.328 2.68 0.0164 0.0398 0.0441
Si 7.7343 9.328 2.68 0.0322 0.0145 0.038
Si 11.6015 9.328 2.68 0.0528 0.004 0.0231
Si 0.3767 0.226 26.4714 0.0732 -0.0878 -0.1698
Si 3.5825 0.1166 26.5374 -0.0459 -0.0992 -0.1286
Si 8.1841 0.1017 26.7882 0.0799 -0.1029 -0.0526
Si 11.3326 0.119 26.7699 -0.0035 -0.1097 -0.0352
Si 1.644 6.4398 26.4316 -0.0997 -0.0605 -0.0578
Si 6.1326 6.2701 26.749 0.0125 -0.095 0.0623
Si 9.2531 6.494 26.8055 -0.1246 -0.0228 0.0123
Si 13.9124 6.5788 26.5636 0.0424 -0.0913 -0.2194
Si 1.986 4.1107 26.9474 -0.0487 0.0152 0.0574
Si 5.9207 3.9251 27.0378 -0.0318 0.0443 0.0642
Si 9.7331 4.226 27.0168 0.0263 -0.0535 0.0753
Si 13.604 4.2089 27.0229 -0.0586 0.0251 0.0271
Si 0.152 10.6957 26.8337 -0.0079 -0.0124 0.0734
Si 4.0127 10.5879 26.9606 -0.0095 -0.0033 0.072
Si 7.6485 10.6603 26.9591 -0.0076 -0.0366 0.0753
Si 11.7716 10.6227 27.0494 -0.0616 0.0331 0.0427
Si 0.0642 3.6006 28.2629 0.0537 0.0012 -0.1124
Si 3.9058 3.5381 28.2329 0.037 -0.007 -0.0801
Si 7.8552 3.4121 28.2529 -0.0121 0.1238 -0.1579
Si 11.6538 3.6248 28.2589 0.0061 0.0139 -0.0692
Si 2.011 9.9785 28.1345 0.0348 0.002 -0.1237
Si 5.8465 10.0205 28.3462 -0.0143 0.0213 -0.0818
Si 9.6941 9.9649 28.0821 0.027 0.0566 -0.1232
Si 13.7112 10.0348 28.2271 0.0015 -0.0124 -0.1175
Si 0.0608 1.2537 28.5964 0.0185 0.1063 0.1009
Si 3.8642 1.1937 28.6344 -0.0012 0.1287 0.0746
Si 7.8351 1.1664 28.8206 0.0505 0.0073 0.0524
Si 11.6284 1.2905 28.7615 -0.0257 0.0866 0.0306
Si 1.9625 7.6237 28.5161 0.0345 0.0575 -0.0044
Si 5.8122 7.6333 28.6663 -0.0321 0.066 0.0051
Si 9.6995 7.7205 28.7128 -0.0137 0.0377 0.0169
Si 13.6359 7.673 28.6331 0.0305 0.1319 0.1255
Si 1.9534 0.6225 29.889 -0.0173 -0.0245 -0.0375
Si 5.8107 0.605 29.8789 -0.0488 -0.0325 0.0353
Si 9.751 0.6188 30.0301 0.0129 0.0406 -0.0387
Si 13.6104 0.6407 29.8528 -0.024 -0.0412 0.0213
Si 0.082 7.0723 29.873 -0.0409 -0.0055 -0.0354
Si 3.8598 7.0405 29.8375 0.0125 -0.0387 -0.0165
Si 7.7529 7.0599 29.9145 0.02 0.0121 -0.054
Si 11.6745 7.0736 29.8463 -0.0472 -0.0225 0.0151
Si 0.0616 4.7499 30.3105 0.0035 -0.0142 0.0252
Si 3.9023 4.7102 30.2835 -0.0173 0.0259 -0.0123
Si 7.7935 4.711 30.2546 -0.0234 -0.0267 0.0406
Si 11.6361 4.7531 30.3162 -0.0165 -0.0068 -0.0205
Si 1.9823 11.1062 30.2398 -0.0125 0.0181 0.0468
Si 5.8352 11.1281 30.3921 0.0151 -0.0166 -0.0567
Si 9.7178 11.1046 30.221 -0.0029 -0.0766 0.042
Si 13.6242 11.143 30.3028 -0.0041 -0.0048 -0.0073
Si 1.9741 4.1017 31.5257 0.0106 -0.0229 0.0403
Si 5.8426 4.116 31.4991 0.0277 -0.0001 0.0455
Si 9.6976 4.1162 31.5262 0.0166 -0.0158 0.0349
Si 13.5786 4.1228 31.5118 -0.0017 0.0124 0.0584
Si 0.0637 10.5201 31.5222 0.0223 0.0056 0.0356
Si 3.875 10.5057 31.5326 -0.0128 0.0057 0.0468
Si 7.7999 10.5138 31.5247 0.0275 0 0.0469
Si 11.6502 10.5149 31.4865 -0.0285 0.0371 0.0467
Si 1.9516 1.7632 31.9532 -0.0117 0.031 0.0029
Si 5.8106 1.7804 31.9331 0.0029 0.0127 -0.0011
Si 9.7 1.7902 32.0347 -0.0071 0.029 0.003
Si 13.5787 1.7848 31.9285 -0.0045 -0.009 0.0089
Si 0.0386 8.1913 31.9492 -0.0168 0.0096 0.0085
Si 3.8645 8.1705 31.9256 0.0091 -0.0001 0.0088
Si 7.7513 8.1825 31.9771 0.0035 0.0182 0
Si 11.6416 8.1932 31.9325 -0.0079 -0.0185 -0.0072
Si 0 2.332 3.9167 0.0059 -0.2167 -0.3393
Si 3.8672 2.332 3.9167 0.1815 -0.048 0.0655
Si 7.7343 2.332 3.9167 -0.3115 -0.0986 -0.0293
Si 11.6015 2.332 3.9167 0.0494 -0.094 -0.0193
Si 1.9336 8.745 3.9167 -0.0135 -0.1434 0.0683
Si 5.8008 8.745 3.9167 -0.0693 0.1355 0.3792
Si 9.6679 8.745 3.9167 -0.1343 -0.0344 0.1995
Si 13.5351 8.745 3.9167 -0.1732 -0.0507 0.0876
Si 1.914 6.4059 4.3238 -0.0104 -0.0067 0.006
Si 5.744 6.4082 4.3116 -0.0429 0.0249 0.0235
Si 9.6295 6.4068 4.33 -0.0219 0.0012 0.0032
Si 13.498 6.4054 4.3095 -0.0072 0.0039 0.0195
Si -0.0227 12.8192 4.3383 0.0146 -0.0155 0.0029
Si 3.8916 12.8231 4.3457 0.0125 -0.0047 0.0059
Si 7.7344 12.819 4.3696 -0.0053 -0.0063 0.0153
Si 11.5692 12.8207 4.3681 0.0035 -0.0211 0.0047
Si -0.0419 5.7929 5.5119 0.0199 -0.0468 -0.0301
Si 3.8278 5.8087 5.5874 0.0069 0.0035 -0.0158
Si 7.654 5.8299 5.5312 0.068 -0.0466 -0.0024
Si 11.5666 5.816 5.5569 -0.0071 -0.023 -0.0009
Si 1.9364 12.1853 5.5124 -0.0125 -0.0102 -0.0113
Si 5.8128 12.2681 5.6595 -0.0103 0.0065 0.0002
Si 9.6419 12.226 5.6676 0.0045 0.001 0.0148
Si 13.5069 12.2175 5.5947 -0.0114 0.009 -0.0055
Si 0.0094 3.4595 5.9427 -0.021 0.0291 -0.0235
Si 3.8995 3.471 6.002 -0.0072 -0.0144 -0.0334
Si 7.6523 3.4752 5.9823 -0.0478 0.0383 -0.029
Si 11.5994 3.4691 5.9854 0.029 -0.0106 -0.0556
Si 1.9007 9.8691 6.0002 0.0071 0.0057 -0.0409
Si 5.7654 9.9233 6.0477 0.0443 -0.0151 -0.0461
Si 9.6164 9.8845 6.0218 -0.0177 -0.0032 -0.0614
Si 13.4754 9.891 5.9993 0.0285 -0.0122 -0.0499
Si 1.9433 2.7918 7.107 0.0161 0.0401 0.016
Si 5.7795 2.9107 7.3745 0.0033 0.0411 -0.0046
Si 9.6057 2.785 7.0659 0.0354 -0.0261 0.0078
Si 13.5773 2.8123 7.1592 -0.014 -0.0412 -0.0231
Si -0.062 9.2585 7.1957 0.011 0.0174 -0.0168
Si 3.8113 9.2903 7.2811 -0.0015 0.0221 0.0166
Si 7.6933 9.3862 7.3408 -0.0514 0.0422 -0.03
Si 11.5399 9.331 7.2725 0.0119 -0.0168 0.0082
Si -0.1057 6.9274 7.5525 -0.0091 0.0035 0.0672
Si 3.7651 6.9607 7.66 0.0346 -0.0083 0.0165
Si 7.5506 7.0242 7.554 0.0175 0.041 0.0642
Si 11.5411 6.9825 7.6081 -0.0194 0.0618 -0.0193
Si 1.9497 13.3013 7.5621 -0.0039 -0.0153 0.0093
Si 5.8229 13.4018 7.7959 -0.0025 -0.0387 -0.0257
Si 9.6202 13.3607 7.8061 -0.0334 -0.0183 -0.046
Si 13.506 13.3343 7.6902 -0.0324 0.0582 -0.03
Si 1.7967 6.3051 8.7914 -0.0332 -0.0618 -0.0291
Si 5.6833 6.4103 8.9197 -0.0291 -0.0554 0.0276
Si 9.5133 6.3785 8.6242 -0.027 -0.1069 -0.0603
Si 13.4566 6.2688 8.8022 0.0655 -0.1173 0.0088
Si 0.0275 12.7055 8.7932 0.0395 -0.0371 0.0489
Si 3.8318 12.7088 8.8794 0.0127 -0.0583 0.0029
Si 7.6937 12.9413 9.2357 0.0267 0.0478 0.0185
Si 11.5969 12.8313 9.0595 0.0549 -0.0493 0.0302
Si 1.9623 3.9472 9.1198 0.0521 0.0166 0.0549
Si 5.8106 4.1003 9.505 0.0159 0.0268 0.0509
Si 9.5685 4.0702 8.9617 0.0301 0.0274 0.0892
Si 13.6757 3.9342 9.1965 -0.0318 0.0555 0.0672
Si -0.1127 10.3724 9.2705 -0.0367 -0.035 0.1031
Si 3.7234 10.3725 9.4112 -0.0692 -0.0281 0.083
Si 7.6529 10.5856 9.4871 0.0132 -0.1518 0.102
Si 11.4626 10.4628 9.3866 -0.0703 -0.0299 0.1084
Si 0.1664 3.3454 10.5179 -0.0303 -0.0252 -0.0132
Si 3.7774 3.4045 10.5839 -0.0225 -0.074 -0.0591
Si 7.931 3.6738 10.6025 -0.0492 -0.0082 -0.0802
Si 11.5452 3.5841 10.0786 0.0961 -0.077 -0.029
Si 1.7111 9.7108 10.6305 0.0301 -0.0476 -0.081
Si 5.6801 9.9088 10.6654 0.1045 -0.0226 -0.0127
Si 9.5606 9.795 10.7097 0.0056 0.0108 -0.1344
Si 13.387 9.7276 10.5041 0.0608 -0.0168 -0.07
Si 0.4354 0.9861 10.8245 0.0574 0.0612 -0.0986
Si 3.6038 1.0537 10.904 -0.0291 0.107 -0.023
Si 8.196 1.4747 11.364 -0.0081 -0.052 0.101
Si 11.3277 1.4394 11.0001 -0.0691 0.1145 0.0426
Si 1.3522 7.331 10.8756 -0.0113 0.1296 -0.037
Si 5.9601 7.5332 11.0058 0.0328 0.0958 -0.132
Si 9.111 7.5197 10.5924 -0.0844 0.1607 0.0087
Si 13.6429 7.3972 10.8552 0.0813 0.1148 -0.0187
O 13.3438 10.3694 12.0251 -0.0231 0.0056 0.0382
O 8.3811 17.4583 11.8963 0.0428 0.0202 0.0592
O 9.7767 1.9258 19.3035 -0.0003 0.0043 0.0003
O 7.2299 0.7544 25.637 -0.0208 0.022 0.0071
O 8.1215 5.8761 14.1861 -0.0068 0.0799 -0.0141
O 4.5605 3.0772 16.4236 -0.0022 -0.0105 -0.0224
O -3.9806 8.7909 23.4517 -0.0199 -0.0104 0.0113
O 11.7928 5.4679 23.8212 0.0037 0.0035 0.0249
O 0.5673 4.1698 11.9338 0.0325 0.0312 -0.0044
O 11.5952 17.6194 11.179 -0.0336 0.0121 -0.0302
O 5.7415 10.8554 12.0418 -0.1005 0.1038 0.0151
O 13.7181 8.8016 18.6514 0.0043 -0.0047 -0.0083
O -0.4596 12.9848 11.9298 -0.0202 -0.0467 0.0576
O 7.5156 1.4448 12.9113 -0.0232 0.063 0.0333
O -2.7078 10.6816 21.9948 -0.0012 -0.0004 0.0169
O 6.036 7.4912 14.5812 0.0211 0.0028 -0.0229
O 2.0952 6.4143 12.028 0.0048 -0.0515 0.0151
O -2.7549 19.6848 12.1345 -0.0414 -0.0348 -0.0087
O 12.3989 14.2657 12.2715 0.0234 0.0285 -0.0182
O 5.1448 6.7489 12.2218 -0.0282 -0.0567 0.0667
O 2.0128 13.659 11.3381 0.0028 -0.022 -0.0154
O 9.765 9.963 12.3908 0.011 -0.0401 0.0979
O 7.2009 11.8535 16.3688 -0.0192 -0.0007 -0.0244
O 3.2923 4.0502 12.0604 -0.0408 0.0453 0.004
O 5.6621 12.0996 14.3494 -0.0314 -0.0118 -0.0163
O 4.4509 9.6562 25.6181 0.02 -0.013 -0.039
O 10.0121 4.0694 25.3362 0.0035 0.05 -0.0574
O 6.1662 3.9521 19.5313 0.0004 0.008 0.0043
O 0.4519 9.9766 25.3489 -0.0027 -0.0052 -0.0195
O 2.5901 6.9034 25.1292 0.039 -0.0018 -0.0005
O 4.5547 0.8424 25.411 0.0218 0.0271 0.0448
O 10.1003 6.7418 25.3965 0.01 -0.0248 -0.0025
O 20.811 8.3288 20.9752 -0.0187 0.0115 0.0094
O 12.316 14.8089 20.7996 0.0042 0.0165 0.0106
O 25.593 10.9281 22.5367 -0.002 0.0015 0.0279
O 13.8813 6.3776 17.643 0.0035 0.0012 -0.0102
O 17.4633 0.2973 26.0524 -0.0248 0.0118 0.0459
O 2.0649 3.1494 25.5634 0.01 0.0059 -0.0375
O 7.0952 10.2431 25.4263 -0.0216 0.0074 -0.0144
O 13.6105 3.2129 25.7024 0.0067 -0.0461 0.0095
Si 2.3935 3.7168 24.0595 0.0132 -0.0124 0.0004
Si 12.0234 15.4622 16.2811 -0.0004 -0.0063 0.0293
Si 9.741 9.2202 13.8679 -0.0516 0.0456 0.0199
Si 13.3677 4.857 14.7625 0.0243 -0.0351 0.0778
Si -5.6732 12.4466 22.0145 -0.0021 0.0002 -0.0361
Si 20.2173 11.7983 22.2534 0.0161 -0.0186 -0.0661
Si 9.9524 0.3328 19.0513 -0.003 -0.0148 -0.0125
Si 17.1916 27.1016 19.044 0.012 0.0033 0.0132
Si 0.8846 -7.0942 15.1367 0.0125 0.0064 0.0564
Si 19.9073 1.707 17.358 0.0267 0.0001 0.025
Si 21.2464 7.7081 22.4255 -0.0049 0.0145 -0.0587
Si 5.7877 15.2809 20.0316 0.005 -0.0125 -0.0109
Si 6.5866 6.6641 17.3008 -0.0003 0.0231 0.0011
Si 20.3433 -0.9242 12.9505 -0.0443 -0.0599 -0.0273
Si 17.3579 23.8294 13.5188 0.0931 0.0106 -0.0509
Si -0.08 3.8982 19.7375 -0.0066 0.0081 0.0022
Si -2.8314 8.7299 24.6285 0.0112 0.03 0.0311
Si 12.5318 -0.0808 17.5614 -0.0125 -0.0137 0.0157
Si 12.4519 3.5008 20.2474 0.0107 -0.016 -0.0066
Si 22.4634 0.8084 22.1557 0.0068 -0.031 -0.0617
Si -2.5083 14.9633 13.6362 -0.011 -0.0609 0.0076
Si 17.4112 4.8539 12.5352 0.0227 -0.0121 -0.0193
Si 13.1198 23.3766 13.6102 -0.0003 0.0139 -0.0061
Si 7.6229 15.1878 14.3045 0.0034 -0.0386 -0.0207
Si 15.0788 -0.0149 13.5579 0.015 -0.0012 0.04
Si 12.718 5.6475 22.4993 0.0014 0.0016 -0.0458
Si 7.5401 30.46 19.3832 -0.0055 0.0044 -0.0159
Si 15.337 21.7174 18.9297 0.0033 -0.0071 0.0168
Si 3.2792 14.473 21.7596 0.0136 0.0015 -0.0417
Si 10.0474 -22.3571 18.4755 -0.0036 -0.0095 0.0005
Si 7.6303 7.2913 14.7955 0.0595 0.0226 0.0129
Si -9.7695 10.0038 24.5953 -0.0004 -0.0042 0.0211
Si -1.338 11.5368 21.8529 -0.0119 -0.0079 -0.0237
Si 15.4586 22.5355 23.8103 -0.0066 -0.0159 -0.0184
Si 15.2532 -13.8927 18.8546 -0.0084 -0.0035 0.0278
Si -11.0177 9.1242 17.3315 0.0007 0.0034 0.0422
Si 26.7731 5.9957 12.1882 0.0233 0.0162 0.0466
Si -9.4944 14.3898 25.0133 -0.0291 0.0388 -0.0092
Si 21.085 -0.9523 15.9717 0.0354 -0.0058 0.0407
Si 15.7629 5.2396 22.4047 -0.0108 0.0126 -0.0452
Si 2.4132 -4.4273 15.0892 0.002 -0.0069 0.0464
Si 3.9626 6.2794 24.4356 0.0083 0.0297 -0.0074
Si 25.7472 18.2525 24.4124 0.0115 -0.0509 -0.0224
Si 8.4142 0.1053 16.2365 0.0209 -0.012 0.0306
Si 1.2671 -4.7209 21.553 0.002 0.0097 -0.0391
Si 9.0161 4.779 13.408 -0.0403 -0.0511 0.0261
Si 5.3766 17.0498 15.5374 0.0397 -0.005 0.0275
Si -2.6539 -5.225 17.9909 -0.0101 0.01 0.0041
Si 12.2295 20.7068 14.9806 -0.0019 0.0539 0.0694
Si 10.8262 24.4152 15.1513 -0.0312 -0.0313 0.0381
Si -1.985 1.741 25.0324 0.0005 0.0152 -0.0137
Si 11.1556 7.5133 20.5896 0.0028 0.0062 -0.0076
Si 24.0276 -6.7141 21.8459 -0.0204 0.0135 -0.032
Si 0.0457 6.2177 17.8785 0.0168 -0.0131 0.002
Si 19.5355 -3.5889 20.4899 0.0222 -0.0041 -0.0158
Si 11.3601 9.8922 22.2293 0.0071 0.0181 -0.0501
Si 4.7943 6.7683 13.8362 0.0074 0.0018 0.01
Si 12.4989 26.8892 22.2348 -0.008 -0.0112 -0.041
O 13.1743 -3.7089 14.4174 0 -0.0337 -0.022
O 20.4802 10.4497 16.5251 -0.0004 -0.0034 -0.0197
O 19.59 -3.2961 18.8859 -0.0033 0.0006 -0.0099
O 16.5817 8.8489 23.0024 0.0051 -0.004 0.0162
O 5.9476 3.1044 25.574 0.0121 -0.0786 -0.0142
O -4.6233 8.0352 14.1264 0.0421 -0.0281 0.0236
O 7.1296 6.2739 18.7913 0.0017 0.0053 -0.0027
O 15.2244 7.2313 11.3098 -0.0738 -0.0238 0.0035
O 23.1404 -6.1199 26.3397 0.1026 0.0159 -0.0134
O 11.6175 20.0295 19.0436 0.0011 -0.0032 -0.0058
O 3.098 8.626 16.5555 0.0094 -0.0013 -0.0156
O 11.2391 4.0392 19.3049 -0.0014 -0.0026 -0.0018
O 2.9173 14.4662 17.9546 -0.0157 -0.0019 -0.0113
O -1.5053 12.1098 17.9359 -0.0123 0.0129 -0.0108
O 11.0602 -3.7055 20.8263 -0.0076 -0.0199 0.0017
O -2.5817 -5.4557 25.5178 -0.0109 -0.0048 0.05
O 9.983 10.1913 15.168 0.0142 0.0059 -0.0339
O 15.2174 11.099 22.9856 -0.0023 0.0129 0.0212
O 4.5848 5.2726 14.5155 0.0067 -0.0075 -0.0232
O 8.162 17.6993 20.8794 0.0082 0.0034 0.0257
O 4.5847 13.2922 12.1118 0.0461 -0.0951 0.0458
O 3.4723 11.2359 13.3763 -0.0102 0.0124 -0.0753
O -0.5579 0.9228 25.2698 -0.0231 0.0256 0.0362
O 19.5665 -2.1703 21.3016 -0.0103 -0.0096 0.0137
O 16.1097 7.7234 18.0835 -0.0146 0.0001 -0.0056
O 11.7463 11.4395 13.8071 -0.0021 -0.0127 -0.0319
O -2.7 14.3262 17.1891 -0.0016 -0.0158 -0.0152
O -5.6645 1.1029 11.5942 0.0233 -0.0087 -0.1027
O 15.8978 -2.5001 18.3928 -0.0058 0.0149 -0.0105
O 1.8913 17.7014 14.1752 -0.0139 0.0055 -0.0012
O 33.6372 8.4425 20.8712 -0.0068 -0.0035 0.0215
O 6.0682 -16.7907 23.523 0.0102 -0.022 0.011
O 12.6235 6.3113 14.7636 0.0076 -0.0016 -0.052
O 16.6031 6.4962 21.7927 0.0012 0.0005 0.0252
O 14.0505 8.9111 23.85 0.0122 0.008 0.0291
O 8.2753 8.5684 14.0485 -0.0136 -0.0691 0.0247
O 0.102 8.638 20.5319 -0.0086 -0.0013 0.0064
O -3.6393 14.7707 14.808 -0.0016 0.005 -0.0167
O 7.7501 14.3257 15.689 0.0185 -0.0198 0.0047
O 13.766 0.2533 22.0851 -0.0019 0.0064 0.0186
O 5.1811 6.5959 25.4614 -0.0415 0.0081 -0.034
O 7.8453 7.2534 16.4177 -0.0278 -0.0225 -0.0226
O 14.896 5.3176 14.6186 -0.0165 0.0041 -0.0352
O 10.5969 18.0399 13.4582 -0.0046 -0.0096 -0.0454
O 10.1416 7.0232 11.7484 -0.0336 0.0009 -0.0964
O 1.3506 10.4997 12.0555 0.0008 0.0766 0.1214
O 14.7933 -1.3488 20.3832 0.0267 0.0014 -0.026
O 7.1846 6.9152 22.2155 0.0388 -0.0219 0.0045
O 17.2018 -3.0246 14.6058 0.0086 0.0056 -0.0396
O 0.322 5.3808 19.2278 -0.0019 -0.0002 0.0047
O 3.5374 7.7799 14.0698 -0.0168 0.0082 -0.0216
O 12.9946 2.1214 23.5165 0.0011 -0.004 0.0051
O -9.1331 3.3478 14.5299 -0.0482 0.0395 0.0011
O 1.1763 7.3335 15.0793 -0.0042 -0.0118 -0.0459
O 8.6687 4.1475 18.3906 0.0038 -0.0026 -0.0106
O 11.4988 12.6918 18.8184 0.0015 -0.0056 -0.0058
O 12.3211 6.9249 21.5767 -0.0126 0.0063 0.0057
O -3.6065 11.8403 16.3776 0.0137 0.0269 0.001
O 19.9441 6.8701 22.995 -0.0078 -0.0113 0.0211
O 6.0782 5.2391 16.6275 -0.0165 -0.0037 -0.031
O 0.0362 19.5605 26.0552 0.066 -0.0135 0.0431
O 15.6414 3.9898 21.3468 -0.0006 -0.0145 0.0068
O 16.3621 12.9254 18.6813 -0.011 -0.0125 -0.0079
O 12.1827 9.9759 25.5724 0.0189 -0.0435 -0.0249
O 20.9312 14.4847 18.6419 -0.0041 0.0012 -0.0099
O 21.6008 12.3565 21.5914 0.0054 0.0128 0.026
O 7.0549 1.8277 20.8699 -0.0077 0.005 0.017
O 9.1987 5.4855 23.2007 -0.0238 0.0152 -0.0052
O 12.1026 8.0783 16.6009 0.0084 -0.0182 -0.0346
O -2.5307 16.818 16.1001 -0.0014 0.0058 -0.0291
O 12.46 4.3485 21.6034 -0.0069 -0.0103 0.0094
O 16.3434 18.2159 16.7354 -0.0121 0.0071 -0.0094
O 9.5048 12.3808 20.4018 0.0026 0.0038 -0.0149
O 14.2914 5.7467 22.907 -0.0012 -0.008 0.0341
O 4.7623 0.3242 16.5466 -0.0049 0.0018 -0.0208
O 9.0522 0.0408 17.7322 -0.0142 0.0008 -0.0282
O 23.9212 0.2846 22.665 -0.0002 0.0026 0.0264
O 4.4992 15.2935 21.0366 -0.0085 -0.0022 0.0228
O 9.6343 12.6997 15.1618 -0.0156 0.0047 -0.013
O 10.5783 3.0073 16.9501 -0.0007 -0.0008 -0.0178
O 16.6257 12.4149 13.977 0.0102 -0.0154 -0.0491
O -1.1647 11.5112 14.1568 0.0169 -0.0094 -0.0285
O 16.5603 17.4445 23.6708 -0.0007 0.0087 0.0267
O 3.6974 13.0322 22.3908 -0.0169 0.017 0.0309
O 17.6624 14.1522 20.5958 -0.0096 -0.004 -0.0062
O 6.2156 14.3801 23.397 -0.0021 0.0033 0.0083
O 13.1761 3.7721 13.5163 0.0028 0.0261 -0.0493
O 11.0608 0.5271 22.4956 0.0057 0.0068 0.022
O 9.7547 13.1214 26.2777 -0.0289 0.0145 0.0168
O 14.3686 14.2014 14.1005 -0.0039 0.0216 -0.0338
O 24.4002 16.1576 14.1542 0.0308 0.037 -0.049
O -7.8798 -5.4989 11.222 0.0112 -0.0349 0.0009
O 12.3064 13.6084 25.63 0.0185 0.0268 0.0189
O -1.6459 3.6314 19.3954 0.0009 -0.0004 -0.0036
O 5.4615 7.8387 17.4144 0.0204 -0.0209 -0.0209
O 3.7125 17.5123 24.1699 -0.0412 -0.0306 0.0122
O 9.6773 6.9501 20.9943 0.0008 -0.0081 0.0259
O 2.6621 2.5464 22.97 0.0072 -0.008 0.0158
O 0.77 -10.0622 18.9676 -0.0033 -0.0017 -0.0079
O 20.6171 11.29 23.7505 -0.007 0.012 0.0251

Results
free energy: -248720.451 eV
free energy less fixed offsets of O -568.88, Si -635.61 eV per atom: -4.991 eV

The program warned: the cutoff lies below the one the program advises for these potential files; the exchange-correlation potential is rough where the density is thin.
